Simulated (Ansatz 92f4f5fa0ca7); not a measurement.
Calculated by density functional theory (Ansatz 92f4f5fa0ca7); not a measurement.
Periodic cell of 207 atoms, Si128O79, from a study of silicon, its oxide and their interface. The atomic structure is a simulated model.
This geometry differs little from another in the collection (a relaxation step or a small displacement).

Settings: functional r2SCAN; potential files Ansatz PAW; basis plane waves; wave-function cutoff 800 eV; density cutoff ratio 5; exchange-correlation grid ratio 1; k mesh 1 x 1 x 1, shifted by 0.5 0.5 0 of a step; self-consistency stop 1e-10 eV per atom in the density residual; occupations fixed; spin none; net charge 0.

Cell vectors (angstrom)
a  10.88  0  0
b  0  10.88  0
c  -2.9065  2.0494  29.9138

Atoms: element, x, y, z (angstrom)
Si  4.1588  6.8902  -9.1839
Si  0.9831  6.1576  -2.5831
Si  6.3904  4.9552  0.1533
Si  1.6305  9.3667  -5.4799
Si  2.5471  4.7362  -7.6743
Si  0.5041  3.6176  -4.1229
Si  8.4057  5.7503  -6.9156
Si  1.7368  8.349  15.5312
Si  3.4626  7.5479  0.2731
Si  7.4253  11.449  0.1094
Si  4.6291  3.2769  0.0038
Si  7.8214  9.42  -4.4752
Si  -0.9241  8.7932  0.1923
Si  0.9097  10.3342  0.1248
Si  9.135  13.1607  0.2331
Si  1.773  5.828  0.2823
Si  2.6398  9.4265  1.4117
Si  5.5433  12.3419  1.2528
Si  2.8557  4.0902  1.3824
Si  5.3873  6.7129  1.3507
Si  8.2262  9.6668  1.4512
Si  10.9066  12.1538  1.3662
Si  8.0972  14.8872  1.4568
Si  -0.0274  6.8964  1.3434
Si  1.2906  8.1675  2.8552
Si  4.1164  10.8995  2.5608
Si  1.4167  13.5784  2.6356
Si  4.1152  5.4203  2.8539
Si  6.7929  8.1735  2.6128
Si  9.5711  10.9178  2.8872
Si  6.765  13.5863  2.853
Si  9.4992  5.4659  2.6534
Si  2.7035  6.7952  4.1213
Si  5.4396  9.5361  3.9779
Si  2.7545  12.215  4.0201
Si  5.4388  14.946  4.2105
Si  8.1414  6.8152  4.0398
Si  10.8679  9.5197  4.2307
Si  8.1618  12.2562  4.1602
Si  0.021  4.0857  3.9785
Si  4.0948  8.1922  5.3849
Si  6.7899  10.8448  5.4145
Si  4.0554  13.5578  5.4801
Si  6.8224  5.4651  5.4742
Si  9.48  8.1293  5.4929
Si  1.4079  10.9019  5.472
Si  -1.3267  2.7649  5.4078
Si  1.3372  5.4158  5.4135
Si  2.7655  9.5081  6.7959
Si  5.455  12.1911  6.7971
Si  2.6813  14.9619  6.7906
Si  5.4286  6.8452  6.7786
Si  8.1216  9.5186  6.8149
Si  -0.0003  12.278  6.7825
Si  8.2089  4.0862  6.7978
Si  10.8836  6.7583  6.8086
Si  1.3969  8.1343  8.1352
Si  4.1213  10.8337  8.1732
Si  1.3149  13.6427  8.1587
Si  4.0481  5.4793  8.1135
Si  6.7659  8.1797  8.1739
Si  9.5127  10.8966  8.1328
Si  6.8469  13.5614  8.118
Si  9.5457  5.4108  8.1911
Si  2.727  6.8077  9.5778
Si  5.4452  9.4953  9.6134
Si  2.7067  12.24  9.382
Si  5.4564  4.0937  9.362
Si  8.1606  6.8094  9.4476
Si  0.021  9.515  9.4331
Si  8.1759  12.2222  9.566
Si  -0.0081  14.9555  9.6179
Si  4.0857  8.1427  11.0081
Si  6.8428  10.8368  10.9645
Si  4.0835  13.603  10.6447
Si  6.7934  5.4322  10.734
Si  -1.3304  8.1409  10.7764
Si  1.376  10.9063  10.7482
Si  9.5129  13.5677  10.9841
Si  1.3603  5.4631  10.9696
Si  9.1658  4.953  15.7579
Si  5.3649  12.2856  12.094
Si  2.7845  3.9957  12.1288
Si  4.5595  4.8304  13.407
Si  -2.6248  9.4122  12.2647
Si  0.0439  12.141  12.2535
Si  8.0795  4.1248  12.1899
Si  -0.0537  6.846  12.2912
Si  2.6723  9.6208  12.2282
Si  0.5928  13.624  16.209
Si  1.851  2.262  13.3952
Si  5.5005  6.6843  12.2647
Si  7.3736  7.5445  13.4287
Si  -0.8647  10.3569  13.5365
Si  6.2444  14.0456  13.3223
Si  2.4938  5.8678  18.7869
Si  6.0202  7.1797  -5.3614
Si  -1.8078  5.8166  13.5185
Si  2.3728  10.4617  -2.6755
Si  7.3554  5.3259  -1.9414
Si  9.2651  2.9092  -2.0295
Si  4.0957  8.1604  20.2892
Si  9.405  11.481  15.5293
Si  4.1635  8.7348  -7.1021
Si  4.3642  12.8352  -2.8147
Si  6.2193  10.3197  -8.8363
Si  3.4855  7.82  -2.0138
Si  0.3457  8.0486  18.1446
Si  8.4826  11.0991  -7.1338
Si  1.3843  3.1098  19.1548
Si  4.1291  10.3747  16.2123
Si  3.5948  11.4781  13.3936
Si  9.1796  13.3828  19.748
Si  4.9129  10.6974  18.9388
Si  9.4978  3.1504  -6.6504
Si  9.143  7.7574  -2.5069
Si  7.2051  11.5871  -2.2521
Si  5.1368  5.8852  -3.7083
Si  3.3895  3.7044  -4.8647
Si  0.1412  9.6921  -7.9014
Si  0.8723  8.7064  13.4275
Si  6.1922  8.0923  16.3155
Si  8.4411  7.0123  18.0821
Si  0.4232  6.9801  -6.7477
Si  0.3664  3.2612  -9.2254
Si  3.733  6.0692  16.0928
Si  7.2385  13.5594  15.336
Si  7.4729  11.8334  17.6292
O  1.3681  5.3141  -1.2482
O  9.0109  8.4212  -3.9792
O  4.129  11.3747  14.9549
O  -0.1729  2.9532  19.5399
O  3.3043  5.3705  17.4764
O  -1.2143  7.9657  18.5262
O  -0.2179  2.8821  -2.8707
O  9.0575  6.0869  16.9057
O  0.6602  10.2172  -6.4545
O  0.7339  5.1946  -3.845
O  -0.7508  3.494  -8.0951
O  3.5663  9.3919  -2.4086
O  6.5871  12.7298  16.5855
O  7.8209  6.8587  -2.2282
O  1.5854  2.7725  14.9382
O  -1.3268  10.3327  -8.0829
O  1.0669  7.8281  -5.5043
O  8.2208  10.1792  -5.8314
O  9.0003  12.5157  -6.5972
O  8.4385  10.8611  16.7146
O  2.8674  9.3949  16.0323
O  -0.1804  12.192  16.2265
O  3.4335  8.1116  -8.4094
O  -1.013  6.2949  -6.4744
O  7.0784  7.9152  14.9915
O  8.4931  12.8272  18.4006
O  4.1526  4.9758  14.9967
O  6.4549  8.6109  -4.7384
O  3.3231  3.9748  -6.462
O  2.4526  6.8898  15.5298
O  0.9867  9.1367  19.1488
O  9.2922  8.8443  -1.3245
O  3.7803  5.1056  -4.1441
O  7.1775  7.8754  17.5727
O  -0.311  3.3848  -5.4787
O  5.3628  9.6696  -7.6243
O  3.0609  11.8958  -2.7997
O  3.1299  9.4701  -6.1112
O  7.9767  6.184  19.3835
O  4.7685  9.0867  19.1383
O  1.4764  2.8748  17.5555
O  5.6735  11.9578  -2.5735
O  7.7834  4.1036  15.9132
O  4.3127  11.3832  20.2675
O  4.9902  7.0298  16.3681
O  1.8056  3.6411  -8.5974
O  1.4727  5.8143  -7.1267
O  7.5706  10.3583  -3.2073
O  5.535  9.5644  16.2568
O  3.501  6.7843  19.6682
O  2.285  12.9547  19.9927
O  8.1831  12.802  -2.7387
O  1.1604  6.6687  18.348
O  8.1348  5.8428  -8.5086
O  8.6902  4.4274  -2.157
O  1.9731  4.5615  19.5676
O  6.4769  11.0899  18.668
O  2.1416  7.267  -2.7687
O  -0.439  3.9959  16.0864
O  3.613  5.475  -8.6322
O  4.7569  7.4472  -6.3317
O  1.2967  10.5207  -1.4679
O  8.3312  3.7647  20.266
O  -0.4154  6.8868  -2.3686
O  4.2168  3.0129  -1.5802
O  1.5897  10.0303  -4.0224
O  1.9929  3.0673  -4.3673
O  5.7611  6.9142  -8.9566
O  6.246  4.8879  -3.0563
O  8.5411  12.6924  14.8372
O  4.4775  13.524  -4.2899
O  7.2897  6.6094  -6.164
O  1.1418  10.1728  -9.058
O  4.0418  11.1391  17.6365
O  8.2855  4.2026  -6.4475
O  7.1757  11.3689  -8.0538
O  4.7452  6.9782  -2.5669
O  0.1638  8.0695  -7.9291
O  0.5105  8.4678  16.5961

Results
free energy: -126934.817 eV
free energy less fixed offsets of O -570.45, Si -639.56 eV per atom: -5.587 eV

Forces (eV/angstrom), in the order of the atoms: element, x, y, z
Si  0.0003  -0.0009  -0.0026
Si  0.001  -0.001  0.0026
Si  0  -0.0005  -0.0004
Si  0.0003  0.0008  0.002
Si  0.0005  -0.0005  -0.0005
Si  -0.0013  -0.0008  0.0024
Si  0.0002  -0.0007  -0.0005
Si  0.0019  -0.0007  -0.0017
Si  0  -0.0017  0.0002
Si  0.0018  0.0005  -0.0017
Si  0.0008  -0.0006  -0.0008
Si  0.001  0.0007  0.0024
Si  0.0011  -0.0004  0.0002
Si  0.0004  -0.0001  -0.0003
Si  0.0009  -0.0003  -0.002
Si  -0.0003  -0.0013  -0.0004
Si  0.0005  0.0006  0.0003
Si  0.0002  -0.0005  0.0003
Si  0.0016  -0.0004  0
Si  0.0008  0.0005  0.0002
Si  0.0003  0  -0.0003
Si  0.0002  0.0007  -0.0002
Si  0.0014  0.0001  0.0004
Si  0.0017  -0.0005  0
Si  0.0003  -0.0006  -0.0007
Si  0.0005  -0.0004  -0.0005
Si  0.0004  -0.0008  -0.0003
Si  0.0004  -0.0009  -0.0002
Si  0.0001  0  0.0002
Si  0.0002  0.0002  0
Si  0.0003  -0.0007  0
Si  0.0002  -0.0005  -0.0007
Si  0.0008  0.0004  0.0003
Si  0.0004  -0.0005  -0.0007
Si  0.0002  0.0002  -0.0002
Si  0.0001  -0.0001  0
Si  0.0001  -0.0004  -0.0004
Si  0.0004  0.0003  -0.0002
Si  0.0007  0  0.0001
Si  0.0004  -0.0002  -0.0007
Si  0.0004  -0.0006  -0.0003
Si  0  -0.0002  -0.0002
Si  0.0002  -0.0006  -0.0002
Si  0.0006  -0.0004  -0.0004
Si  0.0003  -0.0004  0
Si  0.0003  -0.0002  -0.0003
Si  0.0002  -0.0001  -0.0002
Si  0.0006  -0.0002  -0.0003
Si  0.0009  0  -0.0002
Si  0.0002  -0.0008  -0.0001
Si  0.0001  -0.0003  0
Si  0.0003  0.0004  -0.0002
Si  0.0003  -0.0006  0.0001
Si  0.0008  0.0001  -0.0003
Si  0.0007  -0.0003  -0.0002
Si  0.0004  -0.001  -0.0001
Si  0.0007  -0.0001  0.0001
Si  0.0005  -0.0007  0.0002
Si  0  -0.0003  0
Si  0.0004  0  -0.0004
Si  0.0003  -0.0002  -0.0001
Si  0.0004  -0.0002  0.0001
Si  0.0006  0.0005  -0.0004
Si  0.0006  0.0005  0.0002
Si  0.0005  0.0002  0
Si  0.0003  -0.0004  0
Si  0.0005  -0.0002  0.0008
Si  0.0005  -0.0004  -0.0002
Si  0.0011  -0.0005  -0.0002
Si  0.0007  -0.0005  0
Si  0.0004  -0.0001  0.0001
Si  0.0006  -0.0002  -0.0001
Si  0.0001  -0.0006  -0.0001
Si  0.0008  0.0002  0.0015
Si  0.0001  -0.0009  -0.0004
Si  0.0003  0.0004  -0.0008
Si  0.0006  0  -0.0002
Si  0  -0.0006  0.0002
Si  0.0004  -0.0006  0.0004
Si  0.0007  -0.0001  0.0005
Si  -0.0001  -0.0014  -0.0016
Si  0.0006  -0.0005  0.0003
Si  0  -0.0006  -0.0009
Si  0.0004  -0.0007  0.0005
Si  0.0002  0.0004  -0.0003
Si  0.0001  -0.0002  -0.0008
Si  0.001  -0.0001  0.0001
Si  0.001  -0.0007  -0.0006
Si  0.0007  0  -0.0012
Si  -0.0014  0.0006  -0.0024
Si  0.0007  -0.0004  0.0008
Si  0.0003  0.0003  -0.0012
Si  -0.0004  -0.0011  -0.0001
Si  0.0002  -0.0011  -0.0001
Si  -0.0004  -0.0003  -0.0002
Si  0  -0.0008  -0.0036
Si  0.001  0.0008  -0.0003
Si  0.0012  -0.0001  -0.0001
Si  -0.0009  0.0001  0.0033
Si  0.0013  -0.0005  0.002
Si  0.0003  0.0007  0.0032
Si  -0.0001  -0.0006  -0.0033
Si  0.0007  -0.0003  -0.002
Si  0.0005  0.0002  -0.0005
Si  0.0011  0.0002  0.0019
Si  0.0005  -0.0004  -0.002
Si  0.0004  -0.0008  0.0006
Si  0.0001  0.0002  -0.0027
Si  0  -0.0009  0
Si  -0.0003  0.0002  -0.0051
Si  -0.0001  -0.0014  -0.0028
Si  0.0006  -0.0008  0.0006
Si  0  0.0001  -0.0026
Si  0.0013  -0.0003  -0.0028
Si  0.0014  -0.0006  0.0004
Si  0  0.0003  0.0029
Si  0.0006  -0.0002  0.0027
Si  0.0004  -0.0005  0.0025
Si  0.0006  -0.0009  0.001
Si  0.001  -0.0001  -0.0012
Si  0.0001  0.0008  0.0009
Si  0  0.0008  -0.0031
Si  0.0001  -0.0002  -0.0027
Si  0.0004  0  0.0003
Si  0.0001  -0.0006  -0.0028
Si  -0.0003  0.0009  -0.003
Si  0.001  -0.0008  -0.0016
Si  -0.0006  -0.0009  -0.0035
O  0.0002  0.0004  -0.0014
O  -0.0002  -0.0003  -0.0002
O  0.0012  -0.0013  0.0013
O  0.0004  -0.0004  0.0011
O  0.0003  -0.0007  0.0022
O  0.0006  -0.0001  0.0004
O  0.0004  0.0004  -0.0028
O  0.0004  0  0.0024
O  0.0003  -0.0005  -0.0005
O  0.0009  -0.0009  -0.002
O  0.0001  -0.0005  -0.0001
O  0.0001  -0.0003  -0.0017
O  0.0011  -0.0003  0.0019
O  0.0002  0  -0.0021
O  0.0006  -0.0002  0.001
O  0.0003  0.0001  0.0011
O  0.0003  -0.0003  -0.0012
O  0  0.0002  -0.0011
O  -0.0001  -0.0001  -0.0001
O  0  0.0005  0.0021
O  0.0005  0.0018  -0.0012
O  0.0009  0.0012  -0.0004
O  0.0004  0  0.0007
O  0.0004  0  -0.0006
O  0.0018  0.0008  0.0009
O  0.0013  -0.0001  0.0025
O  0.0005  0.0004  0.0006
O  0.0002  -0.0013  -0.0007
O  0.0001  0.0004  0
O  0.0009  -0.0009  0.0014
O  0.0006  -0.0006  0.0016
O  -0.0002  -0.0011  -0.0023
O  0.0003  0  0
O  0.0024  0  0.0021
O  0  -0.0002  -0.0009
O  0  -0.0004  -0.0004
O  0.0003  -0.0002  -0.0012
O  0.0004  -0.0007  -0.0008
O  0.001  0.0003  0.0016
O  0.0004  -0.0007  0.0015
O  0.0008  0.0003  0.0012
O  -0.0005  0.0004  -0.0012
O  0.0007  0.0005  0.0015
O  -0.0002  0.0005  0.0011
O  0.0007  -0.0005  -0.0004
O  -0.0001  -0.0001  -0.0005
O  0.0005  0  0
O  0.0005  -0.0014  -0.0019
O  -0.001  0.001  0.0019
O  0.001  0.0011  0.0001
O  0.0012  -0.0007  0.0018
O  -0.001  -0.0013  -0.0012
O  0.0005  0.0008  -0.0012
O  0.0006  -0.0003  0.0011
O  0.0004  -0.0004  -0.0011
O  0.0005  -0.0009  0.0014
O  -0.0004  -0.0005  0.0009
O  0.0009  0.0004  -0.0004
O  -0.0004  0.001  0.0007
O  0  -0.0002  0.0011
O  0.0001  -0.0006  0
O  0.0012  -0.0005  -0.0017
O  0.0009  0.0008  0.0009
O  0.0002  0.0003  0.0008
O  0.0008  -0.0013  -0.0026
O  0.0005  -0.0011  -0.0025
O  0.0012  -0.0005  -0.0009
O  -0.0004  0.0001  0.0001
O  -0.001  0.0012  -0.0021
O  0.0012  -0.0012  0.0018
O  -0.0001  -0.0009  -0.0013
O  0.0003  0  -0.0002
O  -0.0002  -0.0003  0.0007
O  0.0007  -0.0003  0.0011
O  0.0004  0.0002  -0.0007
O  0.0003  -0.0002  0.0004
O  0.0012  -0.0012  -0.0015
O  0.0005  0  0.0005
O  0.0006  -0.0005  0.0027

The program warned: the cutoff lies below the one the program advises for these potential files; the forces do not sum to zero within the program's tolerance; empty levels may hold ghost states of the PAW files; the exchange-correlation potential is rough where the density is thin.
